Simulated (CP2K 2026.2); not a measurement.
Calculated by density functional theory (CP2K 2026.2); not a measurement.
Periodic cell of 432 atoms, Si324O108, from a study of silicon, its oxide and their interface. The atomic structure is a simulated model.
Doubt: the forces sum to 1.88 eV/angstrom along one axis rather than to zero, so they err by at least 0.0043 eV/angstrom per atom on average; the grid cutoff is modest.

Settings
functional: PBE
method: Gaussian and plane waves
basis set: DZVP-MOLOPT-SR-GTH
pseudopotentials: GTH-PBE
grid cutoff: 350 Ry, relative cutoff 50 Ry
k points: Gamma only
occupations: fixed
spin: none
net charge: 0

Cell vectors (angstrom)
a 16.32 0 0
b 0 16.32 0
c -3.1265 -5.41 29.5534

Atoms and the computed forces on them: element, x, y, z (angstrom), force x, y, z (eV/angstrom)
Si 1.588 14.685 0.105 -0.09 0.129 0.759
Si 3.646 1.594 0.008 0.323 -0.157 0.69
Si 1.492 3.936 0.004 -0.163 0.234 0.684
Si 4.415 6.627 0.119 -0.219 -0.002 0.737
Si -1.93 4.38 29.543 0.118 -0.248 0.779
Si 3.873 12.578 0.181 0.039 -0.158 0.76
Si 7.064 14.71 0.033 -0.184 0.223 0.696
Si 9.877 1.02 0.003 -0.209 0.178 0.776
Si 3.356 -1.116 29.531 0.226 -0.101 0.723
Si 9.303 7.124 0.083 0.046 -0.241 0.711
Si 7.016 9.23 0.14 -0.004 0.213 0.691
Si 9.29 12.467 0.164 0.153 -0.152 0.754
Si 12.095 15.124 0.114 0.134 -0.196 0.758
Si 11.593 -3.803 29.478 0.164 -0.113 0.705
Si 9.358 -1.584 29.508 -0.128 0.108 0.761
Si 14.56 7.058 0.066 0.321 -0.11 0.725
Si 12.393 9.333 0.265 -0.091 0.211 0.784
Si 15.253 11.945 0.108 -0.145 0.096 0.808
Si 2.65 0.01 1.408 0.017 -0.028 -0.021
Si 5.362 2.688 1.257 -0.037 -0.016 -0.057
Si 2.718 5.478 1.292 0.019 -0.011 -0.044
Si 5.534 8.091 1.522 0.003 0.022 -0.006
Si 2.735 10.904 1.38 -0.005 0.014 -0.05
Si 5.453 13.704 1.447 0.007 0.012 -0.041
Si 8.194 0.003 1.307 0.023 -0.005 -0.066
Si 10.936 2.671 1.298 -0.002 -0.004 -0.059
Si 8.145 5.426 1.267 -0.021 0.005 -0.07
Si 10.811 8.187 1.516 -0.011 -0.011 -0.029
Si 8.116 10.884 1.415 -0.011 -0.037 -0.006
Si 10.906 13.588 1.428 0 0.028 -0.015
Si 13.645 0.033 1.343 -0.001 0.027 -0.038
Si -0.058 2.75 1.308 -0.025 0.008 -0.04
Si 13.538 5.413 1.365 -0.017 -0.04 -0.049
Si 0.003 8.154 1.239 -0.017 0.022 -0.068
Si 13.649 10.879 1.456 0.019 0.002 -0.033
Si 0.044 13.533 1.422 0.008 -0.023 -0.058
Si 1.263 1.366 2.718 -0.008 0.009 0.019
Si 4.041 4.064 2.675 0.012 0.006 0.035
Si 1.356 6.823 2.648 -0.02 0.017 -0.005
Si 4.095 9.516 2.72 -0.011 0.017 0
Si 1.395 12.214 2.812 0.016 -0.01 0.034
Si 4.099 15.067 2.778 -0.024 -0.024 0.022
Si 6.791 1.377 2.625 -0.003 -0.011 -0.015
Si 9.527 4.056 2.613 0.018 0.008 -0.007
Si 6.879 6.721 2.815 0.018 -0.023 0.026
Si 9.496 9.587 2.826 -0.01 0.024 0.015
Si 6.749 12.239 2.768 -0.006 0.018 0.014
Si 9.52 14.973 2.748 -0.008 -0.001 0.025
Si 12.275 1.361 2.735 -0.023 -0.022 0.029
Si 14.958 4.114 2.715 0.002 0.01 0.021
Si 12.176 6.741 2.763 0.019 0.019 0.028
Si 15.006 9.468 2.744 0.009 -0.012 0.041
Si 12.272 12.246 2.772 -0.009 -0.015 -0.01
Si 14.98 14.956 2.696 0.005 -0.01 -0.017
Si -0.027 -0.01 4.099 0.005 0.023 0.004
Si 2.68 2.72 4.051 0.016 0.009 -0.017
Si 0.015 5.468 4.052 -0.01 -0.021 -0.009
Si 2.709 8.159 4.053 -0.001 -0.008 -0.011
Si 0.013 10.845 4.129 0.002 0.015 -0.029
Si 2.753 13.633 4.107 -0.012 -0.016 -0.028
Si 5.474 0.073 4.098 0.001 -0.004 0.001
Si 8.155 2.726 4.004 0.001 -0.012 -0.007
Si 5.427 5.385 4.085 -0.002 0.003 -0.03
Si 8.177 8.156 4.148 -0.014 -0.022 -0.014
Si 5.411 10.875 4.12 0.025 0.008 -0.004
Si 8.152 13.603 4.096 0.023 0.003 -0.028
Si 10.892 0.011 4.092 -0.004 0.006 -0.026
Si 13.614 2.738 4.086 -0.01 -0.002 -0.021
Si 10.832 5.385 4.087 -0.012 -0.009 -0.007
Si 13.594 8.119 4.075 0.023 0.02 -0.032
Si 10.902 10.91 4.143 -0.022 -0.007 -0.008
Si 13.619 13.626 4.094 0.004 0.005 -0.01
Si 1.35 -1.361 16.279 -0.049 0.007 0.036
Si 4.094 1.391 16.204 0.015 -0.025 -0.009
Si 1.349 4.024 16.318 0.013 -0.006 0.04
Si 4.083 6.832 16.279 -0.013 -0.008 0.037
Si 1.275 9.457 16.272 -0.02 -0.006 -0.018
Si 4.089 12.221 16.282 0.045 0.002 0.056
Si 6.813 -1.391 16.191 -0.033 0.014 0.001
Si 9.6 1.437 16.296 -0.01 0.017 0.022
Si 6.764 4.094 16.225 0.017 0.03 0.006
Si 9.512 6.816 16.295 0.017 0.011 0.026
Si 6.839 9.588 16.312 0.015 -0.012 0.012
Si 9.508 12.271 16.363 -0.005 -0.013 0.015
Si 12.288 -1.345 16.434 0.022 0.025 0.01
Si -1.386 1.299 16.368 -0.008 -0.016 0.012
Si 12.249 4.1 16.356 -0.01 0.004 0.01
Si -1.387 6.792 16.384 -0.015 -0.017 -0.01
Si 12.256 9.507 16.303 0.006 -0.001 0.006
Si -1.412 12.211 16.343 0.021 -0.027 0.034
Si 2.787 0.011 17.539 0.013 -0.004 -0.022
Si 5.411 2.75 17.587 -0.005 0.01 0.003
Si 2.731 5.429 17.605 0.014 -0.003 -0.033
Si 5.449 8.24 17.616 0.007 -0.021 -0.028
Si 2.641 10.831 17.537 -0.012 0.009 -0.03
Si 5.541 -2.769 17.611 0.029 -0.025 -0.041
Si 8.165 0.024 17.457 -0.013 0.007 -0.022
Si 10.927 2.78 17.771 -0.017 -0.038 0.003
Si 8.072 5.468 17.576 -0.025 0.005 -0.026
Si 10.916 8.144 17.649 0.024 -0.019 -0.031
Si 8.129 10.962 17.768 -0.04 0.011 0.006
Si 10.887 -2.715 17.74 0.024 -0.007 0.006
Si 13.646 -0.007 17.89 0.014 -0.008 0.025
Si 0.026 2.596 17.695 0.028 0.016 -0.034
Si 13.572 5.444 17.772 -0.018 0.013 -0.005
Si -0.034 8.142 17.757 0.023 0.024 0.014
Si 13.57 10.819 17.744 0.001 0.001 -0.02
Si -0.056 -2.694 17.638 -0.02 0.022 -0.049
Si 1.454 1.204 19.025 -0.029 0.045 0.006
Si 4.068 4.071 18.993 -0.01 0.021 0.03
Si 1.416 6.778 19.014 0.012 -0.006 0.05
Si 4.05 9.614 18.92 0.026 -0.02 0.019
Si 1.278 12.176 18.865 -0.028 -0.024 0.042
Si 4.145 -1.378 18.826 0.022 0.021 0.041
Si 6.801 1.342 18.807 -0.019 -0.009 0.044
Si 9.404 4.168 18.973 0.002 -0.026 -0.008
Si 6.745 6.824 18.969 -0.013 0.007 0.046
Si 9.58 9.557 18.953 0.009 0.016 0.045
Si 6.796 12.319 19.243 0.036 -0.006 0.072
Si 9.476 -1.238 18.896 -0.007 -0.002 0.022
Si 12.291 1.432 19.248 0.032 0.008 0.051
Si -1.305 4.034 19.002 0.012 0.004 0.039
Si 12.15 6.78 19.161 0.004 -0.015 0.043
Si -1.432 9.425 19.189 -0.047 -0.018 0.039
Si 12.214 12.206 19.122 0.008 -0.035 0.056
Si -1.259 -1.422 19.254 -0.036 0.002 0.068
Si 0.659 -0.546 20.436 -0.286 0.071 -0.775
Si 2.512 2.866 20.293 0.255 -0.131 -0.762
Si 0.319 5.127 20.266 -0.074 0.228 -0.733
Si 3.045 7.963 20.231 -0.198 0.053 -0.755
Si -0.241 11.102 20.311 0.053 -0.181 -0.756
Si 2.767 -2.807 20.022 0.024 -0.036 -0.486
Si 5.665 -0.187 20.135 -0.135 0.065 -0.755
Si 8.239 2.549 20.175 -0.134 0.166 -0.761
Si 5.184 5.669 20.308 0.183 -0.169 -0.782
Si 8.296 8.089 20.17 -0.135 -0.049 -0.675
Si 4.927 11.283 20.353 0.252 0.033 -0.713
Si 7.989 -2.237 20.4 0.105 -0.398 -0.727
Si 10.478 0.352 20.299 0.308 -0.098 -0.752
Si 13.788 2.792 20.546 -0.183 -0.126 -0.691
Si 10.358 5.783 20.366 0.228 -0.1 -0.779
Si 13.256 8.304 20.585 0.284 -0.236 -0.682
Si 11.068 10.609 20.45 -0.169 0.247 -0.68
Si 13.822 -3.057 20.472 -0.053 0.219 -0.755
Si 0.009 6.577 22.962 0.135 -0.007 -0.014
Si 3.759 9.983 26.583 0.033 -0.119 0.109
Si 8.059 10.836 24.667 -0.066 -0.17 0.014
Si 13.55 6.942 23.523 -0.126 0.116 -0.208
Si 7.979 5.696 27.592 0.081 0.067 0.2
Si 1.133 2.493 24.843 0.029 0.017 -0.023
Si 7.447 -0.088 27.481 0.089 0.004 0.09
Si 11.969 4.446 22.578 0.058 0.025 -0.095
Si 12.414 -2.775 23.312 0.056 0.028 -0.143
Si 10.354 3.124 24.712 -0.069 -0.015 0.111
Si -2.079 0.066 26.903 -0.002 -0.038 0.09
Si 7.06 7.976 24.646 -0.012 0.11 -0.038
Si -0.676 1.137 22.608 -0.02 0.04 -0.05
Si 6.61 9.713 22.36 -0.066 -0.037 -0.042
Si 4.357 7.111 25.797 -0.069 -0.069 -0.061
Si 1.258 9.293 22.356 -0.057 -0.037 -0.126
Si 4.28 1.537 22.444 0.046 0.097 -0.077
Si 5.985 -4.244 26.559 -0.068 -0.027 0.027
Si 0.968 -2.495 24.61 -0.036 -0.024 0.09
Si -0.129 -4.27 26.727 -0.056 -0.005 0.08
Si 11.525 1.11 26.536 -0.107 0.154 0.073
Si 2.279 5.282 24.739 0.086 0.008 0.045
Si 9.093 0.463 24.991 0.124 0.022 0.006
Si 13.401 10.984 27.359 0.006 -0.01 0.023
Si 4.768 -1.603 26.86 -0.042 -0.039 -0.078
Si 2.942 0.001 24.88 -0.019 -0.027 0.023
Si 10.865 11.031 23.456 -0.082 0.085 -0.133
Si -0.389 2.631 27.508 0.002 0.013 0.037
Si 9.807 -1.368 22.675 -0.066 0.021 -0.23
Si 8.089 5.177 24.755 0.058 0.039 -0.031
Si -1.563 -1.142 24.304 0.032 0.013 -0.024
Si 12.054 9.016 25.235 0.042 0.095 0.133
Si 10.272 7.867 27.504 -0.006 -0.033 0.147
Si 6.405 3.764 22.48 -0.089 -0.017 -0.202
Si 2.604 5.707 27.628 0.086 0.014 0.007
Si 1.595 11.039 24.782 -0.038 -0.019 -0.044
Si 1.361 14.97 5.451 0.021 -0.007 -0.004
Si 4.069 1.395 5.435 0.01 0.006 -0.007
Si 1.353 4.093 5.423 -0.003 -0.003 -0.008
Si 4.073 6.788 5.414 -0.014 0.002 -0.012
Si 1.375 9.498 5.466 0.004 0 -0.003
Si 4.079 12.254 5.473 -0.017 0.007 0.004
Si 6.804 14.983 5.445 -0.01 -0.005 -0.012
Si 9.509 1.379 5.411 -0.015 0.009 -0.012
Si 6.804 4.05 5.429 0.012 -0.001 -0.009
Si 9.532 6.78 5.471 0 0.014 0.008
Si 6.785 9.513 5.466 0.002 -0.001 0.002
Si 9.52 12.264 5.471 0.001 0.005 -0.006
Si 12.247 14.972 5.453 -0.003 -0.004 -0.006
Si 14.95 1.364 5.45 -0.011 -0.015 0.007
Si 12.228 4.066 5.443 0.003 0.005 0.004
Si 14.962 6.788 5.44 0.001 0.003 -0.006
Si 12.258 9.504 5.45 0.004 -0.01 -0.009
Si 14.967 12.239 5.448 -0.008 -0.007 -0.014
Si 2.727 0.012 6.798 0.002 0.003 -0.006
Si 5.44 2.722 6.808 -0.011 0 0.004
Si 2.715 5.443 6.79 0.003 -0.007 -0.003
Si 5.42 8.147 6.8 0 0.011 -0.003
Si 2.718 10.881 6.816 -0.002 0.005 -0.003
Si 5.448 13.618 6.811 0.008 -0.012 -0.005
Si 8.168 0.019 6.796 0.004 -0.011 -0.003
Si 10.866 2.717 6.798 0.002 -0.004 0.001
Si 8.148 5.425 6.8 -0.014 0.008 0.001
Si 10.898 8.148 6.813 0.008 -0.022 -0.002
Si 8.158 10.883 6.807 0.001 -0.007 -0.009
Si 10.888 13.616 6.818 -0.008 0.003 -0.001
Si 13.597 0.009 6.814 -0.014 0.013 0.001
Si 0.001 2.727 6.791 0.007 0 0.001
Si 13.595 5.432 6.795 -0.001 0 -0.002
Si -0.004 8.147 6.808 0.005 0.004 -0.002
Si 13.606 10.878 6.807 -0.004 0.007 -0.005
Si 0.005 13.6 6.806 0.005 0 -0.001
Si 1.362 1.367 8.153 0.012 0 -0.001
Si 4.078 4.09 8.156 0.019 0.01 0.001
Si 1.355 6.791 8.161 -0.001 -0.004 0.007
Si 4.077 9.518 8.163 -0.005 -0.007 0.002
Si 1.352 12.236 8.172 0.006 -0.008 0.003
Si 4.08 -1.351 8.166 -0.007 -0.004 -0.001
Si 6.8 1.362 8.165 -0.015 -0.004 0.001
Si 9.518 4.08 8.163 0.003 0 -0.003
Si 6.79 6.792 8.154 0.001 -0.006 0
Si 9.524 9.518 8.155 -0.012 0.009 -0.006
Si 6.805 12.25 8.163 -0.001 0.012 -0.001
Si 9.525 -1.34 8.163 0.006 0.01 0.001
Si 12.23 1.363 8.161 -0.006 -0.017 0.004
Si 14.953 4.074 8.153 -0.008 -0.006 0
Si 12.252 6.794 8.171 0.008 0.017 0.003
Si 14.963 9.516 8.167 0.009 -0.001 -0.003
Si 12.244 12.24 8.163 -0.008 -0.008 0.001
Si 14.961 -1.359 8.159 -0.006 0 -0.006
Si -0.001 0.004 9.512 0.003 -0.003 -0.004
Si 2.719 2.724 9.513 -0.004 -0.002 -0.005
Si -0.013 5.435 9.514 0.009 -0.004 -0.003
Si 2.711 8.16 9.515 0.005 0.017 -0.002
Si -0.006 10.874 9.532 -0.012 0.006 0.005
Si 2.716 13.602 9.518 0.002 0.004 -0.001
Si 5.444 0.004 9.526 0.017 -0.003 0.007
Si 8.163 2.724 9.524 0.002 0 0.003
Si 5.433 5.443 9.521 -0.017 0.003 0.003
Si 8.159 8.157 9.505 -0.003 -0.004 -0.005
Si 5.44 10.884 9.512 0.002 -0.009 -0.004
Si 8.168 13.611 9.515 -0.001 -0.014 -0.004
Si 10.886 0.005 9.528 -0.006 0.006 0.002
Si 13.594 2.719 9.516 -0.006 0 0.003
Si 10.883 5.437 9.523 -0.004 0 0.006
Si 13.603 8.159 9.53 -0.003 -0.004 0.003
Si 10.88 10.88 9.517 0.003 -0.003 0.006
Si 13.606 13.599 9.521 0.009 0.009 0.004
Si 1.346 -1.365 10.872 0 0.007 -0.004
Si 4.078 1.366 10.876 -0.004 0.001 0.002
Si 1.344 4.072 10.866 -0.003 0.005 -0.005
Si 4.069 6.804 10.872 0.004 0.003 0
Si 1.354 9.51 10.884 0.012 -0.021 -0.001
Si 4.076 12.238 10.872 -0.004 -0.002 0.005
Si 6.812 -1.356 10.881 0 -0.002 0.003
Si 9.532 1.368 10.882 0.004 -0.016 -0.005
Si 6.803 4.091 10.876 -0.004 0.001 0.001
Si 9.526 6.811 10.871 -0.002 0.002 -0.004
Si 6.801 9.521 10.861 0.008 0.006 -0.001
Si 9.528 12.251 10.872 -0.013 0.016 -0.001
Si 12.25 -1.357 10.879 -0.011 -0.004 -0.004
Si 14.954 1.357 10.874 -0.001 0 -0.004
Si 12.243 4.077 10.884 0.007 -0.002 -0.006
Si 14.954 6.79 10.887 0.011 0.004 0.001
Si 12.238 9.524 10.881 -0.006 0.006 -0.001
Si 14.95 12.234 10.89 0.001 -0.009 0.005
Si 2.699 0.004 12.218 -0.001 -0.015 -0.001
Si 5.447 2.726 12.23 0.008 0.006 0.01
Si 2.694 5.442 12.212 -0.008 -0.012 -0.007
Si 5.433 8.169 12.22 -0.007 -0.011 0.001
Si 2.713 10.878 12.233 0.002 0.008 0
Si 5.443 13.6 12.222 0.004 -0.001 -0.001
Si 8.189 -0.002 12.236 0.002 0.021 0.005
Si 10.894 2.717 12.249 -0.018 -0.006 0
Si 8.165 5.461 12.228 0.013 0.012 0.002
Si 10.888 8.162 12.243 -0.003 0.009 0.004
Si 8.167 10.879 12.213 -0.007 -0.012 -0.013
Si 10.892 13.606 12.236 0.009 -0.003 -0.001
Si 13.608 -0.004 12.244 -0.001 0.001 -0.011
Si -0.021 2.725 12.234 0.019 -0.002 -0.003
Si 13.597 5.43 12.254 -0.012 -0.003 0
Si -0.008 8.149 12.242 0 0.007 -0.002
Si 13.577 10.887 12.255 0.001 -0.007 0.007
Si -0.007 13.591 12.244 0.005 0.01 0.002
Si 1.329 1.353 13.578 -0.014 0.003 0
Si 4.065 4.098 13.555 -0.016 0.012 0.003
Si 1.326 6.763 13.601 0.021 0.003 0.014
Si 4.066 9.512 13.585 0.003 -0.003 0.011
Si 1.35 12.226 13.602 0.003 -0.015 0.012
Si 4.062 -1.361 13.559 -0.01 0.017 0.007
Si 6.829 1.366 13.574 0.012 -0.023 0.005
Si 9.533 4.103 13.576 -0.002 0.003 0.001
Si 6.809 6.836 13.581 0.002 -0.004 0.01
Si 9.533 9.542 13.587 0.001 -0.004 0.003
Si 6.81 12.233 13.565 0.013 0.006 0.005
Si 9.571 -1.339 13.607 -0.008 -0.011 0.002
Si 12.266 1.361 13.613 -0.006 -0.003 0.003
Si -1.374 4.066 13.626 0 0.001 -0.003
Si 12.243 6.797 13.61 0.006 0 -0.01
Si -1.376 9.512 13.586 -0.003 -0.001 -0.008
Si 12.218 12.252 13.627 -0.01 0.012 0.003
Si -1.376 -1.383 13.608 0.012 -0.005 0.002
Si -0.028 -0.01 14.949 0.023 0.014 0.003
Si 2.7 2.731 14.894 0.003 0.016 -0.004
Si -0.03 5.417 15.004 -0.004 0.007 0.022
Si 2.684 8.14 14.924 -0.001 -0.007 0.008
Si -0.045 10.876 14.953 -0.003 0.003 0.004
Si 2.722 -2.724 14.939 0.009 0.012 -0.001
Si 5.443 -0.004 14.885 0.01 0.002 -0.011
Si 8.188 2.744 14.928 0.001 -0.016 0
Si 5.421 5.474 14.898 -0.005 -0.003 0
Si 8.175 8.202 14.948 -0.008 0.004 -0.006
Si 5.446 10.877 14.922 -0.006 0.001 0.013
Si 8.203 13.583 14.901 -0.003 -0.006 -0.001
Si 10.943 0.008 15.002 0.011 -0.011 0.018
Si 13.601 2.708 15.011 0.004 -0.01 0.005
Si 10.882 5.439 14.967 -0.009 0.007 0.016
Si 13.615 8.147 14.965 0.005 0.01 0
Si 10.863 10.887 14.993 -0.009 -0.001 0.016
Si 13.577 -2.718 14.998 -0.018 -0.001 0.014
O 7.84 10.776 29.161 -0.023 -0.006 -0.437
O 3.049 2.279 21.712 -0.191 0.101 0.412
O 13.586 7.667 22.058 0.02 0.181 0.183
O 3.85 -1.871 28.171 -0.277 -0.337 -0.148
O 1.607 -3.856 23.997 0.42 -0.058 -0.682
O 13.052 -2.574 21.831 0.123 0.505 0.071
O -0.31 5.694 21.65 -0.564 0.029 0.184
O 5.045 2.794 29.126 0.087 0.143 -0.31
O 6.765 6.384 28.374 -0.145 -0.198 -0.251
O 11.666 1.023 28.139 0.017 -0.199 0.017
O 12.255 -4.495 28.149 -0.296 0.213 -0.254
O 12.206 9.517 20.879 0.092 0.122 0.143
O 0.385 0.178 21.862 0.501 -0.163 0.223
O 10.719 5.057 21.771 -0.468 -0.187 0.191
O 13.234 5.457 29.107 0.037 0.094 -0.284
O 5.106 8.207 29.241 0 -0.025 -0.404
O 5.009 0.586 21.384 0.02 -0.023 0.202
O 9.587 11.325 24.426 -0.033 0.488 0.423
O -0.505 -2.593 29.172 -0.044 -0.059 -0.421
O 5.944 7.362 25.65 0.274 -0.067 0.356
O 0.457 -2.877 26.118 0.163 0.303 0.239
O 1.396 3.983 20.714 -0.113 -0.099 0.203
O 7.447 5.036 26.231 -0.634 -0.229 0.018
O 8.851 -2.358 21.8 -0.093 -0.509 0.335
O 1.603 6.613 28.481 -0.213 -0.083 -0.197
O 9.399 1.52 20.676 -0.041 0.035 0.416
O 5.329 10.415 21.681 -0.116 -0.297 0.283
O 2.784 11.028 25.863 0.126 0.384 0.048
O 10.695 -0.393 21.728 0.583 -0.133 0.426
O 11.388 9.568 23.873 0.189 -0.366 -0.203
O 13.012 3.847 21.509 0.158 0.407 0.012
O 2.531 8.713 21.574 0.461 0.127 0.499
O 3.984 6.466 27.241 0.553 0.246 0.523
O 13.413 -2.033 24.338 -0.17 -0.089 0.41
O 10.349 2.822 29.314 -0.16 -0.156 -0.384
O -2.314 -0.92 28.171 -0.181 0.085 -0.21
O -1.501 1.967 21.5 0.102 -0.195 0.08
O 7.48 3.075 21.502 0.266 -0.04 0.292
O 3.731 6.057 24.696 0.404 -0.103 -0.378
O 9.668 9.114 28.327 0.081 0.022 -0.367
O 3.026 4.375 28.425 -0.184 -0.128 -0.374
O 0.212 10.903 25.628 -0.468 -0.593 -0.212
O 12.623 5.624 23.454 0.046 0.071 0.603
O 7.035 1.217 28.342 0.21 0.128 -0.438
O 10.924 -2.188 23.473 0.024 0.078 0.564
O 7.607 9.065 21.275 0.123 0.141 -0.082
O 10.402 0.14 25.895 0.111 -0.599 0.03
O 9.311 6.969 20.82 -0.001 0.035 0.543
O 4.042 -0.475 25.963 0.274 0.139 -0.112
O 6.272 -3.849 28.103 0.09 0.245 -0.2
O 2.042 -1.301 24.562 0.126 -0.04 -0.274
O 8.608 4.517 28.471 0.062 -0.236 -0.214
O 12.163 -4.33 23.673 0.457 -0.265 0.167
O 8.67 -0.873 28.206 0.056 0.033 -0.307
O -1.347 12.166 20.897 -0.107 -0.118 0.369
O 0.16 2.992 26.041 -0.325 0.216 -0.329
O -0.384 8.214 29.161 0.117 -0.089 -0.526
O 7.164 4.334 23.761 0.049 -0.223 0.119
O 6.764 -1.218 20.77 -0.14 -0.083 0.397
O -1.159 -0.66 25.799 0.459 0.012 0.017
O 0.577 10.53 21.59 0.282 0.116 0.305
O 13.09 7.891 24.739 0.471 -0.164 0.163
O 11.443 3.256 23.525 0.31 -0.419 0.049
O 10.43 11.101 21.885 -0.408 0.375 0.232
O 7.828 0.36 25.981 -0.456 0.083 -0.339
O 5.719 5.001 21.692 -0.188 0.222 0.281
O 3.349 9.79 28.142 -0.525 0.301 0.047
O -1.275 6.471 23.914 0.165 -0.154 0.516
O 1.788 5.398 26.275 -0.36 -0.213 0.006
O 3.68 8.585 25.771 -0.419 0.094 -0.319
O 0.689 -4.557 28.107 0.289 -0.297 -0.266
O 0.846 2.158 28.425 0.207 0.331 -0.27
O 1.76 9.807 23.784 0.217 -0.167 0.342
O 2.302 0.065 29.088 -0.143 -0.071 -0.543
O 12.938 0.51 26.056 0.148 -0.145 -0.715
O 6.219 8.493 23.351 -0.603 -0.416 -0.214
O 1.976 1.209 25.373 0.154 0.127 0.322
O 9.104 6.796 27.24 -0.06 0.184 -0.15
O 8.087 6.752 24.324 0.318 0.217 -0.385
O 1.765 -1.729 20.811 0.057 0.014 0.453
O -1.164 3.882 28.184 -0.058 0.163 -0.53
O 3.81 12.441 20.783 0.15 -0.062 0.273
O -2.272 9.873 28.339 -0.066 -0.317 -0.323
O 6.174 -1.049 27.405 0.157 -0.02 0.329
O -0.336 -2.047 23.757 0.027 -0.185 -0.628
O 8.919 -0.558 23.755 -0.493 -0.061 -0.034
O 5.232 10.645 26.494 0.389 -0.409 -0.004
O 4.12 6.837 20.74 -0.149 -0.038 0.479
O -1.729 0.179 23.38 -0.392 0.082 0.109
O 10.476 -2.686 28.991 -0.183 0.162 -0.507
O -1.422 1.404 27.487 -0.196 0.128 0.362
O 11.18 2.627 26.036 0.306 0.467 0.085
O 5.313 2.671 22.962 -0.14 0.117 0.73
O 11.472 7.197 28.34 0.057 0.234 -0.438
O 10.872 8.365 26.111 -0.375 0.056 -0.31
O 9.592 4.551 24.827 0.433 0.333 0.004
O 2.164 3.689 24.404 0.488 -0.141 -0.499
O 0.163 2.096 23.601 -0.095 0.254 -0.113
O 7.892 9.28 25.192 0.093 -0.171 0.512
O 9.256 1.968 24.4 -0.556 0.229 -0.555
O 5.066 -2.99 26.052 -0.24 0.065 -0.704
O 1.327 6.075 23.717 0.097 0.198 -0.018
O -1.74 -4.3 26.93 -0.18 0.283 -0.17
O 7.34 -4.445 25.688 0.148 0.279 0.118
O 7.342 10.874 23.212 -0.17 0.587 -0.089
O 0.176 8.117 22.51 -0.499 0.181 -0.38
O 12.77 10.196 26.095 0.275 0.016 -0.058
O 3.742 0.581 23.61 0.069 -0.076 0.037

Results
total energy: -82021.754 eV
total energy less fixed offsets of O -438.35, Si -107.03 eV per atom: -2.234 eV
